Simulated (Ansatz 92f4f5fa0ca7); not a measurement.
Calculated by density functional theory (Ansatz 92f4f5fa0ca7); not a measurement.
Periodic cell of 223 atoms, Si131O90P2, from a study of silicon, its oxide and their interface. The atomic structure is a simulated model.
Doubt: the cutoff is far below the 930 eV that the study's wrapper takes by default for these files, so forces and energies are approximate.

Settings: functional PBE; potential files Ansatz PAW; basis plane waves; wave-function cutoff 580 eV; density cutoff ratio 5; exchange-correlation grid ratio 1; k mesh 1 x 1 x 1, Gamma-centred; self-consistency stop 5e-08 eV per atom in the density residual; occupations fixed; spin none; net charge 0.

Cell vectors (angstrom)
a  10.938  0  0
b  0  10.938  0
c  0  0  32.1988

Atoms: element, x, y, z (angstrom)
Si  10.7484  0.1839  24.8365
Si  5.7785  10.6247  24.7341
Si  2.563  2.7936  24.6261
Si  8.562  2.4683  24.8896
Si  0.3006  5.0577  24.8239
Si  5.172  5.6839  24.7032
Si  2.976  7.9721  24.6111
Si  8.028  8.4255  24.7437
P  2.0734  0.5814  25.134
Si  6.9012  1.2858  26.0714
Si  4.0318  4.0537  26.0327
Si  9.6699  4.0176  26.2596
Si  1.4323  6.7762  25.989
Si  6.8304  6.8085  26.0118
Si  4.1743  9.4683  26.0317
Si  9.5485  9.6045  26.1758
Si  2.7463  -0.0174  27.2526
Si  8.211  0.0076  27.5551
P  0.0644  2.6464  27.4807
Si  5.4863  2.7174  27.347
Si  2.7033  5.4112  27.4513
Si  8.2049  5.4598  27.3914
Si  0.023  8.1476  27.3665
Si  5.5072  8.1267  27.4501
Si  4.0697  1.3743  28.7018
Si  9.5925  1.4396  28.848
Si  1.2786  4.0753  28.8167
Si  6.8266  4.0993  28.7561
Si  4.0905  6.7953  28.8028
Si  9.5619  6.832  28.7672
Si  1.3687  9.5818  28.7006
Si  6.8146  9.5509  28.8386
Si  0.0121  -0.0028  30.133
Si  5.4346  0.016  30.1353
Si  2.7238  2.7353  30.1279
Si  8.1832  2.7541  30.1645
Si  -0.018  5.4821  30.1626
Si  5.471  5.4549  30.1522
Si  2.7277  8.2162  30.1226
Si  8.2123  8.1982  30.1583
Si  1.3673  1.3673  31.515
Si  6.8362  1.3673  31.515
Si  4.1018  4.1018  31.515
Si  9.5708  4.1018  31.515
Si  1.3673  6.8362  31.515
Si  6.8362  6.8362  31.515
Si  4.1018  9.5708  31.515
Si  9.5708  9.5708  31.515
Si  2.7345  0  0.6835
Si  8.2035  0  0.6835
Si  0  2.7345  0.6835
Si  5.469  2.7345  0.6835
Si  2.7345  5.469  0.6835
Si  8.2035  5.469  0.6835
Si  0  8.2035  0.6835
Si  5.469  8.2035  0.6835
Si  4.1266  1.3569  2.0555
Si  9.5704  1.3528  2.0533
Si  1.3726  4.1175  2.0377
Si  6.8508  4.0852  2.0574
Si  4.1087  6.8257  2.0552
Si  9.5808  6.8338  2.0503
Si  1.3856  9.546  2.0524
Si  6.8323  9.5874  2.051
Si  0.0022  -0.0365  3.3905
Si  5.4934  0.0088  3.4693
Si  2.7805  2.7765  3.3675
Si  8.1968  2.6961  3.4469
Si  0.0241  5.4772  3.4317
Si  5.4889  5.462  3.4099
Si  2.7732  8.2049  3.447
Si  8.2138  8.2222  3.3826
Si  1.4014  1.3831  4.6327
Si  6.8551  1.3419  4.9061
Si  4.1654  4.0791  4.803
Si  9.5843  4.0784  4.761
Si  1.4241  6.8247  4.8181
Si  6.8377  6.8801  4.7311
Si  4.1465  9.5692  4.8474
Si  9.5662  9.545  4.7899
Si  2.7568  0.102  6.0606
Si  8.2171  -0.0682  6.2657
Si  0.0386  2.6664  6.0395
Si  5.4871  2.7179  6.2916
Si  2.8254  5.4692  6.1802
Si  8.1849  5.4721  6.045
Si  0.0233  8.1789  6.1534
Si  5.5431  8.2142  6.2328
Si  3.851  1.5607  7.6031
Si  9.8517  1.1344  7.4479
Si  1.6423  3.7875  7.3098
Si  6.6636  4.4064  7.4836
Si  4.4205  6.624  7.5423
Si  9.3824  6.9375  7.408
Si  1.1523  9.9093  7.2952
Si  7.1767  9.218  7.6707
O  8.3309  8.0804  7.9164
O  2.7314  2.7254  7.9521
O  9.7715  1.4422  24.3833
O  4.0862  6.8137  24.1284
O  0.0393  0.0182  7.9534
O  5.5363  5.4984  8.0343
O  6.9143  9.5306  24.189
O  1.3147  3.8375  24.3035
O  3.8795  7.3835  8.928
O  0.8232  4.3582  8.6019
O  9.832  6.1638  8.8033
O  2.1178  9.3751  8.5086
O  7.5186  3.9159  8.8089
O  4.2869  0.9101  9.0697
O  6.7566  9.5458  9.2284
O  9.2277  1.8536  8.7942
O  7.9133  3.2195  23.5764
O  10.5216  5.705  23.493
O  5.0675  0.3626  23.4186
O  5.8643  4.9533  23.4001
O  3.3064  2.434  23.1727
O  2.2969  8.7052  23.2759
O  8.7356  7.7031  23.4376
O  -0.0269  10.1579  23.5058
Si  4.5061  1.5566  22.4601
Si  3.5234  7.9044  14.0335
Si  7.1538  0.9292  14.6634
Si  0.9336  9.2754  22.5318
Si  1.2104  4.2894  11.8802
Si  6.2996  8.936  15.3214
Si  0.7104  1.3458  12.2965
Si  8.6821  4.9093  20.5224
Si  0.3444  5.6973  9.3635
Si  5.1394  3.087  17.9352
Si  0.9206  3.7108  16.7466
Si  10.444  2.7957  19.2293
Si  5.3031  1.1637  10.347
Si  0.9272  0.1288  19.8749
Si  6.6739  9.4435  10.8666
Si  9.3813  9.6436  18.3335
Si  9.421  9.2235  12.5756
Si  6.7048  3.7845  22.6335
Si  2.4577  8.0572  9.3792
Si  10.6324  7.3361  17.0798
Si  2.5525  6.2603  16.5798
Si  10.21  4.4637  14.19
Si  6.1797  9.151  18.5187
Si  7.9862  2.5604  9.5788
Si  8.9108  2.121  12.4483
Si  5.3824  6.2089  18.068
Si  3.9703  0.5269  19.4737
Si  4.3064  3.8215  12.0478
Si  5.5774  6.5812  12.1359
Si  8.0547  2.4642  17.2234
Si  4.396  2.4547  14.9595
Si  1.5768  1.1829  15.2538
Si  1.6018  9.391  12.0493
Si  8.0844  6.8242  13.8684
Si  10.4187  9.8079  15.4916
Si  9.8903  6.911  22.5897
Si  8.1591  5.4484  17.4231
O  6.0781  7.9404  11.2903
O  6.0589  9.1751  16.9008
O  7.7179  1.3331  13.1941
O  0.9235  1.7215  13.868
O  9.4768  6.2169  16.8874
O  6.7964  6.1782  13.1314
O  5.1715  4.6229  18.6079
O  9.2699  2.1046  18.2759
O  2.4125  0.0502  19.1152
O  9.4566  10.2053  16.7755
O  2.8184  4.4208  11.7104
O  5.1094  10.2885  19.1108
O  9.4573  3.2174  13.491
O  0.5014  1.7206  19.9644
O  3.1901  1.3351  15.0539
O  8.2166  5.3463  19.038
O  3.939  6.5624  17.386
O  4.6164  3.2554  16.3793
O  9.0953  5.6397  14.3181
O  5.7314  2.582  22.1517
O  10.7121  4.1127  15.6835
O  0.3761  3.8239  18.2822
O  10.4687  10.4702  19.2357
O  9.6758  10.0009  14.035
O  11.0266  7.9556  22.0754
O  1.2335  2.1286  16.5291
O  9.7702  3.6934  20.4171
O  8.185  3.9955  16.6978
O  -0.0108  9.0827  11.9118
O  6.6232  2.3809  18.0056
O  5.6083  10.7002  11.1967
O  7.7908  9.5566  18.8475
O  10.0621  1.0037  12.0545
O  1.3354  6.939  9.0677
O  0.6559  4.7438  13.3513
O  5.7458  7.5882  18.983
O  5.2675  5.0661  11.5168
O  2.7505  6.955  15.1179
O  0.9481  2.7228  11.4678
O  0.9009  10.6542  15.5455
O  2.4336  8.5649  10.9167
O  4.7221  2.4129  11.2699
O  4.2843  3.4888  13.6769
O  2.2359  4.6521  16.4916
O  10.7394  8.2193  15.7003
O  6.9612  10.262  14.6703
O  2.375  8.9278  13.4297
O  8.0694  1.4905  15.9066
O  4.1637  6.9742  12.8577
O  4.2102  1.9699  18.7034
O  7.3512  4.4108  21.2951
O  8.4322  2.9054  11.1048
O  1.2241  6.8383  17.3618
O  5.6898  1.5495  14.7505
O  8.1595  9.7339  11.5946
O  9.2747  6.2246  21.26
O  8.9935  7.6912  12.8602
O  1.6859  0.0972  11.8838
O  6.6948  6.1118  17.0734
O  7.4273  7.7708  15.0423
O  1.2356  10.2468  21.2588
O  10.07  8.1641  18.3581
O  4.0246  0.8545  21.0763
O  0.3617  5.3122  10.9311
O  6.7189  1.5541  9.6365
O  4.8092  8.6807  14.6892

Results
free energy: -135976.002 eV
free energy less fixed offsets of O -568.88, P -755.39, Si -635.61 eV per atom: -1.112 eV

Forces (eV/angstrom), in the order of the atoms: element, x, y, z
Si  0.071  -0.146  -0.2176
Si  -0.0255  -0.0412  0.0168
Si  0.1003  -0.0592  -0.2759
Si  0.0044  -0.0458  -0.0308
Si  0.0552  -0.0084  -0.0356
Si  -0.0266  -0.017  -0.0705
Si  0.0392  0.0127  0.0526
Si  0.0209  0.0368  -0.0922
P  -0.3852  0.5138  0.5913
Si  -0.0161  0.0047  -0.009
Si  -0.0371  0.0038  0.0197
Si  -0.0232  0.0378  -0.1399
Si  -0.0045  0.0238  -0.0075
Si  0.0061  -0.0241  -0.0009
Si  -0.0191  -0.0036  -0.0122
Si  -0.0065  0.0329  0.0149
Si  0.1994  -0.2312  0.0066
Si  -0.0023  -0.0121  0.0159
P  0.023  -0.0273  0.1995
Si  0.0328  0.0127  0.0428
Si  0.0204  0.0134  0.0191
Si  -0.0052  0.0028  0.1233
Si  -0.0002  -0.0236  0.0392
Si  -0.0207  0.0284  0.0105
Si  -0.046  0.0012  -0.0692
Si  0.046  -0.0832  -0.0601
Si  0.0966  -0.0506  -0.0727
Si  -0.0232  -0.0131  -0.0284
Si  -0.0297  0.0021  -0.0103
Si  0.0093  0.024  -0.0261
Si  0.0003  0.0497  -0.0595
Si  -0.0124  0.0253  -0.0065
Si  0.0277  -0.0028  0.0077
Si  -0.0304  -0.0231  0.0059
Si  -0.0061  -0.0246  0.0062
Si  -0.0162  0.0863  0.0112
Si  -0.085  0.0105  0.0026
Si  0.0098  0.0003  0.0262
Si  0.0173  0.0254  0.0124
Si  -0.0034  -0.0115  0.0243
Si  0.1253  -0.0995  -0.0533
Si  -0.1554  0.0105  -0.0856
Si  -0.0505  -0.0956  -0.0488
Si  -0.1276  0.1192  0.1257
Si  0.0271  0.1722  -0.125
Si  0.0583  -0.0889  0.0182
Si  -0.1463  0.0213  -0.0885
Si  0.0809  0.0491  -0.0379
Si  0.0521  -0.0434  0.1317
Si  -0.0408  0.0175  -0.0913
Si  -0.0415  -0.021  0.0597
Si  0.0724  -0.0897  0.0314
Si  0.0109  0.1441  -0.1275
Si  0.0839  -0.0996  0.1168
Si  0.1309  -0.0806  -0.0052
Si  0.005  0.0215  0.0563
Si  -0.0073  -0.0149  -0.0008
Si  -0.001  0.0108  -0.0032
Si  -0.0034  -0.0041  0.002
Si  0.0035  0.0091  0.0049
Si  -0.0019  0.0024  -0.0028
Si  -0.0067  -0.004  0.008
Si  0.0122  0.0071  -0.0034
Si  0.0016  -0.0018  0.0001
Si  -0.02  -0.0171  -0.0154
Si  0.0115  -0.0032  0.0104
Si  0.0092  0.0268  -0.0185
Si  -0.0067  -0.0153  0.0073
Si  0.0096  0.0021  0.0035
Si  -0.0063  -0.0018  -0.0081
Si  0.0099  -0.0054  0.0108
Si  -0.0015  0.0099  -0.0149
Si  0.006  -0.0048  0.0175
Si  0.0009  0.0049  -0.006
Si  -0.005  -0.0057  0.0161
Si  -0.0011  0.0062  -0.0017
Si  -0.006  -0.0033  0.0004
Si  0.001  -0.0055  0.0083
Si  -0.008  0.0011  -0.0087
Si  0.0025  0.003  0.0146
Si  -0.0032  -0.0015  0.0039
Si  -0.0003  0.0013  -0.0036
Si  0.0001  0.0001  -0.008
Si  0.0019  0.0047  -0.0022
Si  -0.0008  0.0012  -0.0048
Si  -0.0005  -0.0004  0.0028
Si  0.0025  0.0026  -0.0033
Si  -0.0005  0.0005  0.0007
Si  0.0031  0.0041  0.0094
Si  -0.0069  -0.0088  0.0131
Si  0.01  0.0054  0.0101
Si  -0.0025  -0.0108  0.005
Si  -0.0049  -0.004  0.0117
Si  0.0061  0.0008  0.012
Si  -0.001  -0.0051  0.0045
Si  0.0034  0.0074  0.0169
O  -0.0049  -0.0045  -0.0089
O  -0.0091  0.0018  -0.0009
O  0.0372  -0.0447  0.0164
O  -0.0025  0.0076  -0.0168
O  0.0002  0.0058  -0.0033
O  0.0019  0.008  -0.0063
O  -0.0044  0.0021  0.0022
O  0.0411  -0.0427  0.0182
O  0.0025  -0.0018  -0.01
O  0.0017  -0.006  -0.0134
O  -0.0024  0.001  -0.007
O  -0.0012  0.0023  -0.0058
O  -0.001  0.0049  -0.005
O  -0.0032  0.0007  -0.0127
O  0.0004  -0.0017  -0.0176
O  0.0054  -0.0003  -0.0113
O  0.0178  0.0077  0.0293
O  -0.0198  -0.0157  0.0377
O  -0.0263  0.0266  0.0217
O  -0.0049  0.005  0.0251
O  0.0645  -0.0342  -0.0309
O  -0.0535  0.033  0.007
O  0.0028  0.0098  0.0219
O  0.0184  -0.0604  -0.0688
Si  -0.0093  0.0331  -0.0229
Si  -0.0001  -0.0001  0.0117
Si  -0.0008  -0.0013  0.0118
Si  -0.0408  -0.0161  -0.0005
Si  -0.0008  -0.0013  0.0144
Si  -0.0007  0.0013  0.0095
Si  -0.0011  -0.0007  0.0128
Si  -0.0016  0.0024  -0.0156
Si  -0.0014  0.0045  0.0184
Si  0.0034  0.003  0.0025
Si  0.0013  0.002  0.0006
Si  -0.0096  0.0085  -0.0053
Si  0.0006  0.0019  0.0154
Si  -0.0218  0.0013  -0.0425
Si  0.0009  -0.0026  0.0205
Si  -0.0029  -0.0025  -0.0014
Si  -0.0007  -0.0004  0.0111
Si  0.0066  -0.0057  -0.0334
Si  -0.0048  0.0032  0.0162
Si  -0.0046  0  0.0067
Si  0.0019  0.0006  0.0064
Si  -0.0023  0.0019  0.0106
Si  -0.0001  0.0009  0.001
Si  -0.0035  0.0007  0.0149
Si  0.0003  -0.0005  0.017
Si  -0.0014  -0.0043  0.0022
Si  0.0096  0.0057  -0.0267
Si  0.0003  0.0022  0.0135
Si  -0.0011  0.0001  0.0138
Si  -0.0043  0.0028  0.0032
Si  0.0008  -0.0005  0.0143
Si  0.0007  0.0011  0.0064
Si  -0.0015  0.0027  0.0156
Si  0.0001  -0.0011  0.0097
Si  -0.0019  -0.0003  0.0097
Si  0.0105  -0.0053  -0.0237
Si  0.0002  -0.0024  0.0078
O  -0.0005  0.0034  -0.0076
O  -0.0014  0.0013  -0.0042
O  0.0006  0.0005  -0.0083
O  -0.0008  -0.0006  -0.0081
O  0.0005  0.0027  -0.0032
O  -0.0018  0.0006  -0.0067
O  -0.0002  -0.0008  -0.0015
O  0.0025  0.0002  -0.0004
O  -0.0057  -0.0011  0.0099
O  0.0009  -0.0016  -0.0056
O  -0.0029  0.0002  -0.0059
O  -0.0003  0.0007  0.0032
O  -0.0021  -0.0017  -0.0087
O  0.0059  -0.0139  0.0162
O  -0.0004  0.0017  -0.0032
O  -0.0003  -0.0016  -0.0009
O  -0.0014  0.0007  -0.0043
O  -0.0024  -0.0021  -0.0063
O  0  0.0008  -0.0067
O  -0.0148  -0.0013  0.0174
O  0.0008  -0.0007  -0.0054
O  0.0014  -0.002  0.0006
O  0.0097  0.0055  0.0025
O  -0.0017  0.0006  -0.0052
O  0.007  0.0213  0.0265
O  -0.0015  -0.0008  -0.0012
O  0.0018  -0.0038  0.0059
O  -0.0012  0  -0.0023
O  0.0022  0.0002  -0.0064
O  -0.0013  -0.0007  -0.0019
O  -0.0014  0.0017  -0.0065
O  -0.0013  0.0012  0.0007
O  -0.0014  0.001  -0.0048
O  -0.0008  -0.0018  -0.0076
O  0.0013  0.0006  -0.0085
O  -0.0009  0.0028  -0.0012
O  -0.0011  0.0001  -0.0063
O  -0.0014  0.0009  -0.0059
O  -0.0006  0.0021  -0.007
O  -0.0016  -0.0011  -0.0035
O  0.0022  -0.0045  -0.0138
O  0.0004  -0.0043  -0.0087
O  -0.0005  0.0017  -0.0093
O  -0.0016  -0.0008  -0.0028
O  0.0005  0.0016  -0.004
O  -0.0002  0.0006  -0.0045
O  -0.0033  0.0024  -0.0077
O  -0.0012  -0.0002  -0.0052
O  0.0006  -0.0005  -0.0076
O  -0.004  -0.0034  0.0017
O  -0.0082  -0.0052  0.0184
O  -0.0008  0.0013  -0.0108
O  -0.0002  0.0005  -0.002
O  -0.0011  0.0026  -0.0053
O  -0.0049  0.0011  -0.009
O  0.0044  0.0057  0.0147
O  0.0001  0.002  -0.0064
O  -0.0009  -0.0003  -0.0068
O  -0.0016  0.0008  -0.0033
O  0.0003  0.0006  -0.0047
O  0.0109  -0.0019  0.0332
O  0.0023  0.0039  0.0014
O  -0.0048  0.0061  0.0406
O  -0.0023  0.0024  -0.0119
O  -0.0001  0.0003  -0.0072
O  -0.0017  0.0005  -0.0045

The program warned: the cutoff lies below the one the program advises for these potential files; the forces do not sum to zero within the program's tolerance; the exchange-correlation potential is rough where the density is thin.
